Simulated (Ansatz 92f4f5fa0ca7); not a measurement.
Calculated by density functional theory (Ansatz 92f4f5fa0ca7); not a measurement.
Periodic cell of 406 atoms, Si266O140, from a study of silicon, its oxide and their interface. The atomic structure is a simulated model.
Doubt: the cutoff is far below the 930 eV that the study's wrapper takes by default for these files, so forces and energies are approximate.

Settings
functional: PBE
potential files: Ansatz PAW
basis: plane waves
wave-function cutoff: 580 eV
density cutoff ratio: 5
exchange-correlation grid ratio: 1
k mesh: 1 x 1 x 1, Gamma-centred
self-consistency stop: 5e-08 eV per atom in the density residual
occupations: fixed
spin: none
net charge: 0

Cell vectors (angstrom)
a 15.4687 0 0
b 0 12.8259 0
c 0 0 36.0518

Atoms and the computed forces on them: element, x, y, z (angstrom), force x, y, z (eV/angstrom)
Si -0.006 1.17 33.364 0.019 0.012 -0.125
Si 3.872 1.176 33.383 0.019 0.052 -0.089
Si 7.748 1.19 33.364 -0.056 -0.059 -0.069
Si 11.633 1.187 33.369 0.002 0.072 -0.096
Si 1.879 7.577 33.396 0.025 0.025 -0.074
Si 5.812 7.576 33.405 -0.035 -0.031 -0.048
Si 9.639 7.593 33.372 0.058 -0.071 -0.066
Si 13.534 7.581 33.345 -0.006 -0.029 -0.117
Si 1.934 5.247 33.785 -0.145 0.1 0.589
Si 5.801 5.247 33.785 0.099 0.037 0.035
Si 9.668 5.247 33.785 0.008 0.268 -0.499
Si 13.535 5.247 33.785 -0.106 0.008 -0.496
Si 0 11.66 33.785 -0.112 -0.062 0.02
Si 3.867 11.66 33.785 0.08 0.156 0.005
Si 7.734 11.66 33.785 -0.163 0.244 0.006
Si 11.602 11.66 33.785 0.095 0.151 0.02
Si 0 4.664 35.022 0.091 0.017 0.002
Si 3.867 4.664 35.022 -0.048 -0.018 -0.012
Si 7.734 4.664 35.022 -0.028 -0.102 -0.07
Si 11.602 4.664 35.022 0.041 -0.074 -0.112
Si 1.934 11.077 35.022 0.022 0.008 -0.027
Si 5.801 11.077 35.022 0.006 0.096 0.05
Si 9.668 11.077 35.022 -0.019 -0.026 -0.035
Si 13.535 11.077 35.022 -0.007 0.031 0.03
Si 0 2.332 35.434 -0.023 -0.028 -0.021
Si 3.867 2.332 35.434 0.023 0.049 0.095
Si 7.734 2.332 35.434 -0.033 0.023 0.037
Si 11.602 2.332 35.434 0.131 -0.009 0.067
Si 1.934 8.745 35.434 -0.282 0.019 0.158
Si 5.801 8.745 35.434 0.08 0.065 0.192
Si 9.668 8.745 35.434 -0.029 0.087 0.022
Si 13.535 8.745 35.434 0.067 -0.003 -0.152
Si 1.934 1.749 0.619 0.014 -0.023 -0.015
Si 5.801 1.749 0.619 -0.011 0.017 0
Si 9.668 1.749 0.619 -0.016 -0.039 -0.033
Si 13.535 1.749 0.619 -0.023 0.056 0.015
Si 0 8.162 0.619 0.05 0.07 0.046
Si 3.867 8.162 0.619 0.051 -0.026 -0.041
Si 7.734 8.162 0.619 -0.045 0.01 0.035
Si 11.602 8.162 0.619 0.008 -0.031 -0.061
Si 0 5.83 1.031 -0.095 -0.009 0.03
Si 3.867 5.83 1.031 0.039 0.01 0.003
Si 7.734 5.83 1.031 0.034 0.071 0.045
Si 11.602 5.83 1.031 -0.032 0.017 0.026
Si 1.934 12.243 1.031 -0.016 0.01 -0.006
Si 5.801 12.243 1.031 -0.014 -0.073 -0.05
Si 9.668 12.243 1.031 0.011 0.041 0.018
Si 13.535 12.243 1.031 0.019 -0.009 -0.006
Si 1.934 5.247 2.268 -0.001 -0.045 0.166
Si 5.801 5.247 2.268 -0.125 -0.042 -0.004
Si 9.668 5.247 2.268 0.109 -0.029 -0.002
Si 13.535 5.247 2.268 0.112 0.014 0.089
Si 0 11.66 2.268 0.017 -0.042 -0.319
Si 3.867 11.66 2.268 0.161 -0.002 -0.095
Si 7.734 11.66 2.268 -0.141 -0.025 -0.044
Si 11.602 11.66 2.268 -0.071 -0.015 -0.069
Si 1.934 2.915 2.68 -0.009 0 -0.013
Si 5.801 2.915 2.68 0.013 -0.058 -0.057
Si 9.668 2.915 2.68 0.034 0.001 0.026
Si 13.535 2.915 2.68 0.015 -0.137 -0.099
Si 0 9.328 2.68 -0.077 0.024 0.056
Si 3.867 9.328 2.68 -0.05 0.044 0.032
Si 7.734 9.328 2.68 0.04 0.095 0.091
Si 11.602 9.328 2.68 -0.002 0.019 0.04
Si 5.781 0.645 30.029 0.144 0.065 0.142
Si 1.969 0.469 30.124 0.033 0.052 0.005
Si 8.607 3.727 23.498 0.069 0.095 -0.094
Si 17.4 -1.834 30.532 -0.15 -0.019 0.06
Si 4.407 6.619 27.22 0.475 -0.393 0.192
Si 7.303 3.731 28.218 -0.235 0.036 0.078
Si 5.38 8.833 25.449 -0.052 -0.207 0.23
Si 5.772 4.677 22.665 0.111 -0.029 -0.036
Si 2.038 4.36 21.397 -0.191 0.229 -0.05
Si 7.451 -0.652 26.958 0.39 0.171 0.118
Si 16.301 7.077 21.994 -0.131 0.144 0.112
Si 19.972 0.355 26.548 -0.3 0.295 0.491
Si -5.848 11.269 30.612 0.012 0.04 0.045
Si 3.681 7.031 30.312 -0.098 0.087 0.229
Si 0.988 9.985 22.953 -0.203 -0.249 -0.01
Si 19.074 11.128 24.406 0.16 -0.089 -0.216
Si -2.968 6.813 25.971 -0.133 0.146 -0.104
Si 2.001 7.731 28.733 0.414 -0.381 -0.184
Si 12.218 6.115 16.242 -0.137 0.264 0.379
Si 11.761 3.152 28.063 -0.149 0.005 0.064
Si 2.065 10.133 28.305 0.251 0.359 0.174
Si 7.746 14.315 28.947 -0.087 0.026 -0.08
Si 11.554 7.12 29.994 -0.262 0.186 0.088
Si 15.225 5.41 19.75 -0.007 0.178 -0.106
Si -1.854 0.59 30.038 0.026 -0.013 -0.076
Si 0.152 1.033 24.753 0.159 -0.035 0.056
Si 5.519 7.616 29.068 -0.089 0.202 -0.438
Si 4.957 4.297 27.264 0.105 0.311 -0.113
Si 0.836 3.375 28.571 0.111 0.092 -0.099
Si -0.009 7.004 29.839 0.028 0.302 -0.052
Si 9.617 7.271 26.65 -0.041 0.058 0.452
Si 13.447 7.769 28.722 -0.08 -0.386 -0.126
Si 0.149 0.994 28.75 0.116 -0.263 -0.049
Si 8.965 -1.15 24.304 0.021 0.03 0.053
Si 9.71 0.776 30.145 -0.132 0.004 0.065
Si 11.219 -1.043 25.106 0.08 -0.228 -0.323
Si -2.05 10.185 28.256 -0.1 0.311 -0.144
Si 3.778 4.672 30.635 -0.135 0.031 -0.1
Si 7.643 7.146 30.013 -0.024 -0.052 0.073
Si 9.575 7.958 28.869 0.107 -0.096 -0.112
Si 0.051 4.668 30.436 -0.097 -0.179 -0.145
Si 3.319 3.438 28.684 -0.193 -0.194 0.196
Si 7.686 4.796 30.344 0.029 -0.004 0.01
Si 11.608 4.668 30.213 0.12 -0.283 -0.207
Si 9.375 6.422 17.476 -0.093 -0.046 0.049
Si 5.25 9.853 28.322 0.3 -0.472 0.603
Si 9.565 10.364 28.482 -0.334 0.282 -0.005
Si 13.563 11.093 30.477 0.066 -0.085 0.022
Si 1.864 4.085 31.8 0.186 -0.106 0.173
Si 5.819 4.129 31.701 -0.009 -0.066 -0.021
Si 9.683 4.175 31.602 -0.058 0.018 -0.056
Si 13.506 4.136 31.609 0.021 0.048 0.091
Si -0.008 10.454 31.745 -0.041 -0.068 -0.162
Si 3.904 10.5 31.734 -0.04 -0.088 -0.222
Si 7.686 10.53 31.721 0.052 -0.029 -0.06
Si 11.592 10.535 31.713 0.049 -0.058 -0.164
Si 1.937 1.739 32.138 0.019 -0.032 -0.005
Si 5.801 1.775 32.125 0.04 0.089 -0.083
Si 9.7 1.873 32.189 0.068 0.04 -0.005
Si 13.554 1.798 32.082 -0.061 -0.06 0.038
Si -0.005 8.107 32.023 -0.034 0.046 0.088
Si 3.847 8.205 32.289 -0.082 -0.001 0.01
Si 7.701 8.199 32.129 0.036 0.001 0.006
Si 11.572 8.177 32.124 0.008 -0.031 0.043
Si 0 2.332 3.917 -0.099 0.126 -0.117
Si 3.867 2.332 3.917 0.075 -0.063 -0.067
Si 7.734 2.332 3.917 -0.188 -0.245 -0.131
Si 11.602 2.332 3.917 0.132 -0.018 -0.163
Si 1.934 8.745 3.917 0.177 -0.319 -0.207
Si 5.801 8.745 3.917 -0.076 -0.082 0.38
Si 9.668 8.745 3.917 0.018 -0.099 0.065
Si 13.535 8.745 3.917 0.08 0.073 -0.025
Si 1.95 6.41 4.357 0.003 0.06 0.074
Si 5.787 6.413 4.327 0.015 0.092 0.047
Si 9.693 6.407 4.33 -0.038 0.031 0.081
Si 13.569 6.429 4.333 -0.044 0.027 0.091
Si 0.015 12.82 4.291 -0.041 -0.045 -0.03
Si 3.9 12.812 4.326 -0.038 0.029 0.056
Si 7.685 12.81 4.333 0.066 -0.064 -0.032
Si 11.574 12.819 4.328 0.005 0.03 0.101
Si 0.015 5.897 5.643 -0.065 -0.12 -0.062
Si 3.884 5.848 5.64 0.052 -0.015 0.058
Si 7.729 5.777 5.506 0.044 0.072 0.037
Si 11.649 5.88 5.592 0.135 -0.035 0.024
Si 1.949 12.161 5.46 -0.014 -0.093 0.093
Si 5.791 12.17 5.633 0.046 -0.028 -0.059
Si 9.609 12.198 5.538 -0.128 -0.016 0.038
Si 13.553 12.236 5.499 0.034 -0.026 0.023
Si -0.025 3.556 5.935 -0.007 0.051 0.029
Si 3.918 3.49 5.968 0.001 0.076 0.041
Si 7.693 3.451 5.97 0.043 0.015 0.131
Si 11.644 3.543 5.93 0.029 0.108 0.064
Si 1.98 9.84 5.973 0.007 0.071 -0.013
Si 5.785 9.844 6.08 0.029 0.065 0.117
Si 9.704 9.877 6.001 0.067 0.013 -0.003
Si 13.572 9.9 5.988 -0.091 0.059 0.046
Si 1.924 2.907 7.046 -0.17 -0.148 0.169
Si 5.788 2.763 7.262 -0.035 0.055 0.015
Si 11.512 3.345 10.423 0.14 0.105 -0.128
Si 13.338 0.517 11.281 0.109 0.07 -0.154
Si 0.056 9.304 7.201 -0.135 -0.007 0.146
Si 3.806 9.276 7.389 0.007 -0.007 0.187
Si 7.802 9.274 7.256 0.008 -0.115 -0.191
Si 11.661 9.326 7.268 -0.047 -0.02 0.054
Si -1.904 6.4 9.089 0.051 0.212 0.407
Si 1.904 6.181 9.01 0.248 -0.307 0.162
Si 11.693 6.995 7.719 -0.123 0.053 -0.114
Si 9.703 6.285 8.733 0.14 0.015 0.361
Si -2.463 17.18 14.766 0.204 -0.147 -0.041
Si 5.704 13.216 7.759 0.115 -0.028 0.209
Si 9.682 13.457 7.517 0.192 -0.016 -0.11
Si 13.616 13.469 7.49 0.143 -0.069 -0.012
Si 3.864 6.922 7.811 -0.078 -0.009 -0.017
Si 3.624 12.801 8.794 0.008 0.039 0.228
Si 7.765 6.913 7.554 0.037 0.109 -0.08
Si 15.477 6.992 7.806 0.1 -0.041 -0.015
Si -5.498 10.014 10.7 0.525 -0.324 0.351
Si 1.928 13.444 7.387 -0.068 0.269 -0.055
Si 7.894 10.128 9.475 -0.427 -0.023 -0.038
Si 8.352 7.754 14.841 0.114 -0.077 0.178
Si 1.855 3.843 9.177 0.212 -0.169 -0.221
Si 5.478 -0.562 11.576 -0.381 -0.056 0.087
Si 9.701 2.911 7.055 0.004 0.075 0.217
Si 15.541 1.115 10.759 0.291 0.107 -0.005
Si 0.086 12.859 8.672 0.199 0.086 -0.151
Si 3.848 10.333 11.624 0.143 0.279 0.03
Si 3.038 10.549 9.365 -0.15 0.101 -0.146
Si 11.799 10.612 9.265 -0.031 -0.184 -0.008
Si 2.462 5.561 11.357 0.175 0.09 -0.089
Si 3.814 3.522 10.536 -0.581 0.217 -0.03
Si 5.785 3.965 9.295 0.128 -0.089 -0.035
Si 13.546 7.68 12.148 0.024 -0.025 -0.122
Si 0.505 10.593 9.102 0.191 0.116 -0.192
Si 7.798 15.85 10.175 0.057 -0.042 0.108
Si 17.412 13.533 12.238 0.004 0.029 0.129
Si 8.696 13.732 9.676 0.188 -0.101 0.045
Si -1.921 2.984 7.227 0.05 0.066 -0.007
Si -0.053 3.397 10.608 0.055 0.156 0.058
Si 9.679 3.997 9.13 -0.055 0.046 -0.319
Si 11.157 1.049 10.522 -0.278 -0.096 -0.154
Si -1.964 4.079 9.376 0.05 -0.459 -0.031
Si 6.624 7.579 10.699 0.039 -0.482 0.135
Si 15.667 4.053 12.966 -0.084 -0.293 -0.573
Si 19.279 1.093 10.888 0.039 -0.124 -0.136
O 25.37 14.271 19.106 -0.018 0.012 0.015
O 9.936 23.634 12.179 -0.154 0.073 -0.198
O 8.53 25.376 23.012 0.045 -0.085 -0.077
O 11.372 -8.668 20.86 0.089 -0.084 -0.107
O 8.76 -4.244 20.944 -0.082 0.089 -0.044
O 13.397 8.848 22.701 0.009 0.022 0.062
O -2.252 19.526 27.426 0.075 0.083 0.239
O 16.591 23.346 17.079 -0.042 -0.031 -0.062
O 11.909 0.438 24.831 0.141 -0.167 0.152
O -6.129 20.108 18.851 -0.018 0.019 -0.059
O 17.536 21.704 19.059 0.031 0.006 -0.015
O 32.362 -4.198 22.078 0.006 -0.049 0.007
O -0.509 13.095 20.196 -0.023 0.097 0.042
O 12.077 5.336 25.399 0.099 -0.108 -0.045
O 3.273 19.738 11.776 0.168 0.382 0.181
O -23.572 17.483 22.989 -0.064 -0.004 -0.006
O -3.585 -5.341 15.407 0.03 -0.081 -0.108
O 4.884 7.313 25.795 -0.139 0.058 -0.072
O 4.311 20.796 20.218 0.025 -0.007 0.019
O 12 -15.059 24.22 0.021 0.367 0.328
O 27.205 -8.566 13.728 -0.088 0.005 0.337
O 4.986 1.669 25.628 -0.04 -0.369 -0.173
O -7.893 22.025 14.866 -0.041 0.047 -0.109
O -3.373 -12.03 22.224 0.069 0.064 0.183
O 24.056 3.499 25.118 0.054 -0.08 0.097
O 17.138 7.407 13.913 -0.238 0.001 0.045
O 20.767 3.647 21.468 -0.075 0.02 0.077
O -10.451 4.108 24.014 -0.111 -0.053 -0.035
O 0.233 17.045 27.235 0.067 -0.21 0.069
O -6.695 10.096 23.969 -0.033 0.047 -0.008
O 5.74 -5.247 12.057 0.173 0.036 -0.06
O -8.006 27.106 13.24 0.018 0.091 0.248
O 19.591 9.662 24.852 0.019 0.05 0.069
O 6.793 -5.607 19.832 0.039 0.027 -0.002
O -7.617 12.065 25.413 -0.184 -0.05 0.013
O 5.458 -6.628 22.038 -0.004 0.035 0.058
O 34.646 -2.464 28.021 -0.231 -0.021 -0.182
O 24.336 -31.009 16.348 -0.04 0.083 -0.045
O 0.059 -15.043 19.436 -0.001 0.045 0.047
O 15.343 19.548 15.769 -0.05 -0.125 -0.099
Si -2.746 14.075 23.674 -0.282 0.152 -0.229
Si 7.924 3.819 17.043 -0.11 0.065 0.213
Si 8.15 8.663 24.387 0.292 -0.217 -0.139
Si 0.15 7.636 14.447 0.39 0.261 0.122
Si -6.446 4.112 26.585 -0.244 0.147 0.077
Si 9.604 6.899 11.001 0.096 -0.367 -1.008
Si -4.736 -8.621 12.447 0.194 -0.246 -0.767
Si 9.757 7.94 22.056 0.07 -0.124 0.034
Si 10.547 2.31 17.896 -0.025 -0.081 -0.002
Si 7.748 0.941 22.277 0.052 0.09 0.054
Si 0.38 11.777 20.534 0.039 -0.205 -0.161
Si 18.899 24.859 20.204 -0.042 -0.12 0.004
Si -14.722 -3.245 18.386 0.093 0.004 -0.069
Si 5.36 6.743 20.459 -0.032 -0.04 -0.01
Si 2.25 2.216 14.125 -0.032 -0.005 -0.194
Si 18.411 -5.324 14.923 -0.057 -0.013 0.14
Si 11.67 0.012 8.544 -0.154 0.161 -0.098
Si -13.342 14.999 23.756 0.406 0.015 -0.218
Si -7.352 8.144 19.521 0.082 -0.084 0.151
Si 15.916 11.81 27.139 0.077 0.357 0.27
Si 11.638 13.66 28.741 -0.03 -0.15 -0.076
Si 4.186 -8.768 20.313 0.273 0.033 -0.19
Si 3.956 -20.979 15.315 -0.164 -0.094 0.045
Si 5.042 -9.917 17.674 0.014 0.174 -0.032
Si 7.971 10.732 15.374 0.04 0.113 -0.135
Si 5.909 -6.535 8.874 -0.025 0.126 -0.019
Si -4.005 -1.387 27.47 0.015 -0.005 0.317
Si -1.542 11.217 10.162 -0.646 0.515 0.114
Si 13.099 -0.178 14.026 0.169 0.122 0.019
Si 11.104 5.135 22.123 -0.095 0.125 -0.172
Si 17.471 11.205 12.883 0.109 0.06 0.214
Si 4.406 3.213 25.279 0.541 0.293 0.372
Si 4.171 0.612 15.735 -0.101 0.045 0.025
Si 9.161 0.15 19.757 -0.017 0.102 0.064
Si 19.718 8.081 12.391 -0.233 -0.039 0.397
Si 7.728 -1.938 17.793 -0.026 -0.124 0.273
Si 10.59 -1.905 13.681 0.172 -0.128 0.043
Si 12.541 3.747 19.806 -0.033 0.027 0.211
Si 5.803 11.119 30.398 -0.13 0.011 -0.547
Si 3.817 1.139 28.789 0.058 -0.058 -0.144
Si 1.442 -2.934 15.61 0.107 -0.039 -0.037
Si 20.149 -12.401 22.616 0.132 -0.184 -0.147
Si 6.848 5.017 14.336 -0.167 -0.062 0.313
Si -4.18 8.032 14.008 -0.133 0.202 0.095
Si 14.394 -4.607 23.829 0.079 0.029 -0.136
Si 12.847 4.4 24.279 -0.226 0.167 -0.287
Si 19.086 -3.605 19.458 -0.109 0.039 0.061
Si 11.793 -0.365 21.102 0.083 -0.109 -0.121
Si 14.56 3.504 26.326 -0.149 0.453 0.111
Si 14.882 19.739 17.323 0.119 0.19 0.082
Si 13.732 13.855 19.449 -0.009 -0.009 -0.037
Si 27.634 -2.917 22.744 -0.036 -0.184 -0.194
Si 13.02 1.585 16.492 -0.162 -0.181 0.211
Si -0.93 -15.017 12.319 0.24 0.097 -0.256
Si 23.444 2.872 12.532 -0.101 -0.185 -0.632
Si 6.935 -0.572 9.676 -0.152 0.116 -0.094
Si 6.419 13.046 13.635 -0.106 -0.164 -0.635
Si -10.808 11.315 17.67 -0.299 -0.002 0.126
O 4.733 -20.181 19.633 -0.099 -0.075 0.016
O 4.42 0.167 21.035 0.01 0.089 0.043
O 0.75 -9.91 14.055 0.023 0.158 -0.037
O -0.776 7.23 13.203 -0.107 -0.066 -0.09
O -11.102 4.074 16.761 0.037 -0.035 0.048
O 10.809 -7.061 17.056 0.253 0.012 -0.119
O -12.044 26.949 23.187 -0.224 0.158 0.053
O 21.647 1.063 22.726 -0.085 0 0.063
O 11.544 12.22 13.841 -0.114 0.004 -0.044
O 17.447 5.898 22.079 0.09 -0.247 -0.141
O 8.729 -0.896 18.581 -0.061 -0.058 -0.115
O 8.273 -7.578 17.727 0.011 -0.014 0
O 10.216 -0.563 20.781 -0.046 -0.042 0.05
O 22.584 17.023 12.966 -0.025 0.05 -0.036
O 1.396 5.16 12.584 -0.089 -0.199 0.017
O 13.438 0.357 15.512 -0.006 -0.018 -0.047
O 9.553 3.134 12.905 0.03 0.219 0.351
O 13.676 22.114 12.068 -0.195 -0.469 0.325
O 5.112 0.855 14.413 0.111 -0.039 0.076
O 5.933 9.578 26.806 -0.074 0.271 0.027
O 23.364 -12.151 20.665 -0.024 -0.057 -0.063
O 15.11 2.024 25.956 -0.128 -0.107 -0.088
O 13.243 3.018 15.726 0.05 0.221 -0.222
O 0.18 5.78 18.212 -0.056 -0.013 0.014
O -21.449 -1.784 14.867 0.075 -0.013 -0.039
O 10.542 6.575 21.611 0.021 0.002 0.039
O 8.086 10.941 27.841 0.174 -0.078 0.031
O 14.125 -14.239 13.694 -0.135 -0.016 0.199
O 8.077 0.765 27.471 -0.108 -0.217 -0.022
O 11.652 3.395 18.47 -0.032 0.065 -0.13
O 4.286 -9.895 19.125 -0.05 0.019 0.103
O -0.277 -4.42 17.913 -0.076 -0.072 -0.032
O 12.454 12.864 19.663 0 -0.01 -0.003
O 23.206 9.434 18.59 0.014 0.131 -0.093
O 16.154 10.347 12.334 0.126 0.081 0.119
O 35.616 -1.021 23.377 0.014 -0.019 0.099
O 28.625 29.053 27.187 -0.025 -0.124 0.003
O 3.21 16.371 14.389 0.054 -0.079 0.021
O 15.242 19.777 23.243 0.061 -0.006 -0.045
O -3.056 2.843 23.966 0.066 -0.113 0.133
O 31.719 4.268 20.318 0.038 -0.019 0.077
O 30.94 22.252 24.155 0.028 0.058 0.03
O 0.188 11.062 21.998 -0.003 0.079 0.054
O -16.601 13.732 23.711 0.13 -0.021 0.089
O 5.815 12.292 27.031 0.089 -0.083 -0.148
O -1.78 7.016 10.68 -0.076 -0.158 -0.504
O 6.787 -16.514 10.263 0.08 0.261 -0.086
O -2.04 15.262 20.223 0.008 0.008 0.057
O 26.896 -11.426 16.861 0.028 0.07 -0.081
O -2.909 5.242 22.897 0.088 -0.092 0.181
O 25.632 5.68 11.961 -0.067 0.144 0.495
O -13.255 -2.015 23.616 0.083 0.234 0.184
O 24.692 5.721 26.367 -0.046 -0.165 -0.045
O -1.541 1.381 17.857 0.045 0.022 -0.096
O -8.43 24.683 14.592 0.096 0.017 0.173
O -0.033 19.615 20.627 -0.019 -0.106 0.031
O -3.049 11.051 21.613 0.02 0.081 0.041
O -2.094 0.985 12.912 0.047 -0.386 0.073
O 3.492 12.189 25.671 0.028 0.016 -0.012
O 4.791 14.303 16.965 0.006 -0.165 -0.041
O 21.709 11.556 17.928 0.119 0.028 -0.045
O 8.01 6.961 11.294 -0.042 0.05 0.193
O 8.515 15.137 22.712 -0.031 -0.068 -0.009
O -1.815 -20.71 19.721 0.017 -0.026 0.006
O 14.358 4.328 24.907 0.2 -0.158 0.122
O -4.372 -5.185 26.033 0.051 0.041 0
O 4.209 -4.832 14.041 0.032 0.14 -0.197
O 35.298 -3.083 18.075 0.076 0.063 -0.125
O 9.678 7.78 13.881 0.001 -0.005 -0.132
O 11.542 -3.194 13.98 -0.026 0.026 -0.027
O 1.732 3.228 22.549 -0.033 -0.154 0.172
O 19.142 -2.379 20.549 0.026 0.054 0.009
O 6.533 -4.113 24.304 -0.141 0.095 -0.006
O 24.31 -5.239 23.368 -0.138 0.034 0.032
O 4.243 -13.804 16.171 0.008 0.012 0.016
O 14.634 10.755 27.225 -0.236 -0.007 0.277
O -6.94 8.227 25.909 -0.084 0.185 -0.093
O 6.662 3.143 17.834 -0.026 -0.068 -0.027
O 10.848 9.076 22.363 -0.022 0.09 0.031
O 27.583 20.124 12.812 -0.039 -0.007 -0.009
O 1.884 12.39 20.49 0.008 0.102 0.052
O 20.719 17.976 14.486 0.142 0.002 -0.11
O 18.126 13.98 15.339 0.137 -0.026 0.156
O 7.502 16.898 15.498 0.013 0.035 -0.163
O 2.782 28.68 25.026 -0.271 -0.121 -0.203
O -1.152 -8.244 13.751 -0.255 -0.017 0.345
O 24.751 -9.897 17.079 0.053 -0.048 -0.049
O 13.533 -5.136 25.079 0.069 0.004 0.063
O 15.554 9.201 14.956 -0.075 -0.096 -0.035
O -11.724 25.087 18.634 0.044 0.001 -0.044
O 10.44 -9.36 27.11 0.11 -0.03 0.06
O 3.123 -6.777 15.638 0.047 -0.051 -0.067
O 28.753 -6.212 17.385 -0.095 -0.072 -0.028
O 2.757 32.542 27.424 -0.192 0.233 0.335
O 10.003 17.291 23.109 -0.034 -0.074 0.077
O 2.544 21.525 15.965 -0.042 -0.032 -0.032
O 7.414 6.532 14.37 0.053 0.004 -0.18
O 0.506 12.462 25.58 -0.094 -0.189 0.033
O 2.017 -14.666 14.547 0.08 0.035 -0.328
O 10.282 -17.247 11.083 -0.158 0.153 0.257

Results
free energy: -248711.077 eV
free energy less fixed offsets of O -568.88, Si -635.61 eV per atom: 4.383 eV

The program warned: the cutoff lies below the one the program advises for these potential files; the forces do not sum to zero within the program's tolerance; the exchange-correlation potential is rough where the density is thin.
